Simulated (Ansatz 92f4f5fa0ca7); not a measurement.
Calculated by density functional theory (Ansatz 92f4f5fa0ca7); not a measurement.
Periodic cell of 256 atoms, Si144O112, from a study of silicon, its oxide and their interface. The atomic structure is a simulated model.

Settings
functional: r2SCAN
potential files: Ansatz norm-conserving
basis: plane waves
wave-function cutoff: 1300 eV
density cutoff ratio: 4
exchange-correlation grid ratio: 1
k mesh: 2 x 2 x 1, shifted by 0.5 0.5 0.5 of a step
self-consistency stop: 5e-08 eV per atom in the density residual
occupations: Fermi-Dirac, 0.05 eV
spin: none
net charge: 0

Cell vectors (angstrom)
a 10.888 0 0
b 0 10.888 0
c 0 0 36.3781

Atoms: element, x, y, z (angstrom)
Si -0.1213 0.1045 -0.1121
Si 2.5662 2.9353 0.2668
Si 0.3205 5.1275 -0.1765
Si 3.2331 7.6714 -0.0751
Si 5.7382 -0.2295 0.1832
Si 7.4921 3.1965 0.0355
Si 5.3677 5.4586 0.4046
Si 7.8448 8.3233 0.0433
Si 1.3018 1.3095 1.3497
Si 3.9963 4.0968 1.6661
Si 1.4134 6.7644 1.1757
Si 4.1123 9.4173 1.3212
Si 6.7309 1.4566 1.4574
Si 9.4279 4.1343 1.1295
Si 6.8101 6.8525 1.5444
Si 9.4536 9.5831 1.2554
Si -0.1171 2.7395 2.6145
Si 2.7043 -0.0772 2.6539
Si 0.0201 8.181 2.5368
Si 2.6053 5.5226 2.8248
Si 5.3805 2.6856 2.8876
Si 8.1633 0.062 2.7229
Si 5.425 8.2053 2.8427
Si 8.2367 5.4408 2.7179
Si 1.2434 4.0841 4.0637
Si 4.0133 1.2825 4.1186
Si 1.3413 9.4859 4.021
Si 4.0408 6.8367 4.1555
Si 6.8352 4.0829 4.0989
Si 9.5196 1.3913 4.0884
Si 6.8056 9.5928 4.1156
Si 9.5885 6.8328 4.0199
Si 0.0115 -0.0056 5.3971
Si 2.6618 2.7177 5.3986
Si -0.0302 5.4654 5.4672
Si 2.6783 8.1896 5.484
Si 5.4243 0.0037 5.5001
Si 8.1627 2.7236 5.482
Si 5.4462 5.4421 5.4347
Si 8.1972 8.1785 5.3893
Si 1.3619 1.3521 6.7815
Si 4.0627 4.0691 6.7665
Si 1.3484 6.8026 6.842
Si 4.0607 9.5305 6.8413
Si 6.7962 1.3676 6.8457
Si 9.5123 4.0968 6.8359
Si 6.8376 6.801 6.7583
Si 9.5436 9.5219 6.7733
Si 0.0274 2.7164 8.1447
Si 2.7229 0.0401 8.1892
Si -0.0067 8.1861 8.1888
Si 2.7249 5.4192 8.1717
Si 5.4208 2.746 8.1708
Si 8.1916 -0.0253 8.1575
Si 5.4565 8.1267 8.1132
Si 8.1578 5.4634 8.19
Si 1.3616 4.0618 9.5508
Si 4.0776 1.4073 9.5641
Si 1.3641 9.5644 9.537
Si 4.1245 6.7755 9.5007
Si 6.797 4.0832 9.5392
Si 9.5949 1.3318 9.4939
Si 6.8044 9.4705 9.4701
Si 9.5376 6.8084 9.5567
Si 0.0346 0.0236 10.9593
Si 2.7079 2.7464 10.9809
Si 0.0105 5.4309 10.9207
Si 2.7762 8.1863 10.8018
Si 5.4857 -0.0165 10.7964
Si 8.2396 2.7005 10.7988
Si 5.4277 5.4156 10.9327
Si 8.1319 8.1369 10.8923
Si 1.3646 1.4109 12.4052
Si 4.0771 4.0944 12.3684
Si 1.4714 6.8242 12.1725
Si 4.0991 9.5724 12.1567
Si 6.9609 1.2551 12.0958
Si 9.5097 4.0267 12.2626
Si 6.8098 6.7447 12.2866
Si 9.5033 9.51 12.2173
Si -0.0014 2.8156 13.785
Si 2.8299 0.0275 13.6416
Si -0.0965 8.0103 13.4448
Si 2.7473 5.583 13.7442
Si 5.5789 2.558 13.3825
Si 8.2897 0.0303 13.6631
Si 5.4885 8.2508 13.4843
Si 8.0791 5.2894 13.6765
Si 0.8693 4.7234 14.9304
Si 4.5817 1.0233 14.8104
Si 1.8312 9.5881 15.2633
Si 3.9639 7.2996 14.9399
Si 6.9242 3.6172 14.9193
Si 9.3468 1.6156 15.1457
Si 6.7282 9.6702 14.8753
Si 9.8733 6.2951 14.7409
Si 18.3646 -11.6794 29.4969
Si 0.756 10.625 20.3674
Si 28.311 -0.3672 25.4025
Si -8.8754 4.8239 24.9482
Si 21.6626 10.6493 17.3007
Si 23.755 -2.9252 24.7902
Si 20.0965 -10.0561 25.5287
Si 30.3963 -0.3098 32.2766
Si 20.7058 -13.7301 28.6561
Si 29.1549 -12.8909 21.6196
Si 25.7688 12.0543 34.5567
Si 37.1989 6.7083 17.7542
Si 1.9293 -1.2554 34.4206
Si 35.77 -0.6856 29.9931
Si 33.4432 -11.2583 31.8123
Si 24.2087 -9.9537 27.5668
Si 16.6702 2.3867 19.6602
Si 40.7278 -2.9444 33.4238
Si 15.6641 -7.8306 16.9745
Si 19.9912 -19.7665 34.2085
Si 26.7517 -9.6167 23.4027
Si 7.1116 -3.0044 24.5101
Si 20.4967 -4.2905 31.2743
Si 23.7959 -2.7993 21.5551
Si 34.0597 -19.1112 31.7224
Si 4.7732 -13.3766 26.267
Si 17.0028 -16.3622 19.8856
Si 17.4841 -6.8594 27.6042
Si 39.0224 -7.3276 30.4931
Si 4.1656 -9.2186 31.5463
Si -0.7925 12.2339 22.6366
Si 10.8054 4.544 33.298
Si 41.39 -3.8739 19.7449
Si 15.076 -7.8822 25.8488
Si 52.0363 -15.706 26.4705
Si 28.4295 -15.4625 31.3108
Si 14.0278 -9.3883 21.0857
Si 34.9307 -16.9797 17.7471
Si 11.0719 2.6158 29.0088
Si 26.8135 -13.6439 29.2825
Si 40.8884 2.0174 28.9795
Si 22.9846 -7.3037 22.2965
Si -10.2531 5.6046 20.2625
Si -2.1688 19.1263 16.905
Si 21.2911 3.6865 26.4111
Si 0.3356 -1.1606 26.6095
Si 37.4849 -2.9373 20.3404
Si 29.1973 -20.645 21.6295
O -6.5358 6.4959 -0.4298
O 10.0556 1.0102 -19.87
O -0.8295 12.0385 -1.1624
O 38.7339 -1.9849 -15.7038
O 24.0882 -18.9255 -15.0001
O 12.4207 -0.6444 -5.9707
O -0.5204 5.3501 -4.4146
O 12.3315 3.9515 -0.3351
O 5.5458 3.3414 -9.7586
O 12.3206 -1.3771 -3.4777
O 7.6828 10.4431 -14.441
O -2.8438 9.5583 -2.9862
O -10.2285 -11.9357 -0.9752
O 18.7073 2.8544 -6.0546
O 26.1736 1.7133 -3.2549
O 32.5122 -10.5225 21.5348
O 1.3451 10.3505 16.6221
O 3.5122 3.7604 17.7033
O 4.7457 -3.1966 27.7384
O 4.0786 12.7763 16.0963
O 17.9979 5.4585 27.0725
O 31.9893 -15.3914 19.7181
O 9.8281 10.5084 26.396
O 9.409 -3.899 16.1513
O 33.5559 -6.9766 25.6351
O 7.4429 -2.0354 16.106
O 31.5832 -1.4979 17.111
O 14.6097 11.758 22.4645
O 11.1339 -6.3817 21.3787
O 1.5235 -0.0701 26.7033
O 36.1958 -2.4235 21.13
O 14.2208 0.0401 28.5672
O 2.1987 11.3334 20.3359
O 13.7762 -2.5041 15.5532
O 3.3967 4.3947 25.6538
O 17.8756 12.2901 20.0965
O 1.9838 8.1546 23.1743
O 7.6626 5.8361 20.0584
O 0.4704 -1.929 14.6659
O 29.2243 -21.1526 28.7157
O -1.4712 4.8634 25.9907
O 7.5734 -20.9315 25.7199
O 18.4869 -0.3924 31.0526
O 16.5579 -14.2084 25.188
O 8.7596 12.8473 21.966
O 11.3402 3.1314 30.5038
O 26.1344 1.8133 20.1068
O 23.7775 4.4767 23.3723
O 12.1638 -6.3858 16.5066
O 25.4265 -13.0883 29.9203
O 17.136 -27.9068 31.5872
O 48.7296 -15.3646 20.7694
O 24.6073 10.9499 34.5501
O 5.9279 -6.684 29.0679
O 7.5633 -34.1892 24.9575
O 38.7537 -12.4309 29.2683
O 8.6322 -2.694 20.8562
O 6.3847 4.3737 36.0338
O 34.3328 -15.1499 20.9666
O 15.4864 7.9994 18.7264
O 14.1927 -13.2753 25.5792
O 11.59 8.7741 25.3582
O 29.9612 -4.0372 25.0905
O 28.8405 -13.8337 22.9011
O 32.4783 -7.0689 28.0055
O 38.8907 -20.0165 22.5149
O 33.6528 30.8607 20.7989
O 27.3555 5.6174 18.3581
O 16.6426 14.8675 16.0314
O 36.0185 -9.0249 26.6354
O 20.5484 -10.2971 23.9918
O 7.7777 2.4473 35.0044
O 21.8615 -0.0391 18.8991
O 19.034 -4.6636 30.6685
O 5.6088 -11.0147 15.4042
O 15.4209 -19.322 24.3801
O 46.4476 -8.305 31.1627
O 32.927 -8.3893 23.0225
O 32.6912 5.5053 34.6172
O 16.1858 -21.2868 35.1803
O 30.4403 -20.6293 32.9362
O 14.8283 0.1326 31.1159
O 24.7545 -4.6431 17.7052
O 19.1626 -3.2188 18.3393
O 4.9323 -3.9552 16.2095
O 20.6758 -9.259 29.0556
O 11.8614 1.185 32.2682
O 8.1069 -8.2496 15.5589
O 20.2616 -3.3222 32.5548
O 16.8569 14.7588 20.2903
O 10.094 -11.5594 31.7097
O 6.7855 -1.377 36.0658
O 44.8413 -7.1237 32.9032
O 45.337 -4.489 25.1409
O 20.0764 -3.8902 27.5901
O 38.4495 2.4398 18.0583
O 20.6575 14.2587 33.6836
O 23.2599 -9.028 28.4739
O 27.2975 -22.8133 26.4946
O 28.5758 -25.4732 32.6913
O 52.2346 -23.5403 29.0624
O 5.4926 -0.0091 24.219
O 32.8312 -23.8431 27.9496
O 55.8033 -6.1116 19.0747
O -2.708 -3.3295 34.9998
O 31.6102 -8.6564 26.0221
O -7.4055 2.4203 35.4136
O 10.3584 29.0678 30.0115
O 27.3928 -14.8084 30.2538
O 2.7326 8.3037 34.8733
O 38.0847 -8.5762 30.8236
O 29.6374 -18.753 27.7639

Results
free energy: -68950.553 eV
free energy less fixed offsets of O -463.61, Si -117.95 eV per atom: -41.433 eV
pressure: 0.11 GPa
stress xx, yy, zz, yz, xz, xy (GPa, positive in tension): -0.23, -0.06, -0.05, -0.17, 0.53, -0.54

Forces (eV/angstrom), in the order of the atoms: element, x, y, z
Si 0.003 -0.0341 0.0896
Si -0.036 0.032 0.0586
Si 0.0094 0.0208 0.1077
Si -0.0019 0.0045 0.1684
Si 0.007 -0.069 0.0771
Si -0.0183 0.0518 0.1083
Si -0.0232 0.0114 0.0579
Si -0.0046 0.0486 0.1341
Si 0.0001 -0.0093 -0.0102
Si 0.0116 0.0145 -0.0044
Si 0.0051 0.0167 -0.0101
Si -0.0328 0.0223 -0.001
Si 0.0068 -0.0001 0.0232
Si 0.0123 -0.0148 0.0003
Si -0.0141 0.0023 -0.0171
Si 0.007 -0.0091 -0.0036
Si 0.0131 0.0122 0.0119
Si 0.0144 0.0054 0.0043
Si 0.0007 -0.0071 0.0186
Si -0.008 0.0008 0.0293
Si -0.0079 -0.0018 0.0133
Si -0.0038 -0.0173 0.0011
Si 0.0036 0.011 0.0158
Si -0.0085 -0.0019 0.0142
Si 0.0142 -0.0151 0.0028
Si -0.0001 0.0023 0.0118
Si -0.0033 -0.0241 0.0023
Si -0.013 0.012 -0.0017
Si -0.0076 -0.015 -0.017
Si 0.018 -0.028 -0.004
Si -0.0204 0.01 0.0053
Si 0.0085 0.0311 -0.0043
Si 0.0118 0.0024 0.0099
Si -0.0051 -0.0185 0.0105
Si -0.009 0.0046 -0.0005
Si 0.0106 0.0141 -0.0007
Si 0.0016 -0.008 -0.0013
Si -0.0148 0.0122 -0.0024
Si -0.0004 -0.0061 0.0079
Si 0.0088 -0.0137 0.0072
Si 0.0185 0.0174 -0.006
Si -0.0003 -0.0061 -0.002
Si 0.013 -0.0087 -0.0017
Si -0.0003 0.0063 0.0011
Si -0.0142 -0.0102 -0.0003
Si 0.0111 -0.0025 0.0017
Si -0.0103 0.0178 -0.0102
Si -0.0104 -0.0003 -0.0019
Si -0.0269 -0.0011 -0.0002
Si 0.0242 0.0008 -0.0007
Si 0.01 -0.0009 -0.007
Si -0.0089 0.0342 0.0026
Si 0.0077 -0.014 0.004
Si -0.0127 -0.0001 0.0019
Si -0.0052 -0.0029 -0.0021
Si -0.0065 -0.0328 -0.0046
Si 0.0228 0.003 0.0093
Si -0.0032 0.0137 -0.0108
Si -0.0105 0.0007 -0.0106
Si 0.0163 -0.0334 -0.0023
Si -0.0214 0.041 0.0001
Si 0.0014 0.0048 0.0131
Si 0.0043 -0.0089 -0.0016
Si -0.004 -0.0021 -0.0159
Si 0.0237 -0.0005 0.0015
Si 0.0092 0.0045 0.0055
Si -0.0368 -0.0072 -0.0105
Si -0.0051 -0.0042 -0.0115
Si -0.0065 0.0093 -0.0152
Si -0.0204 -0.01 -0.0127
Si -0.0109 -0.0088 0.0063
Si -0.0027 0.0083 0.0007
Si -0.0262 -0.0241 0.0163
Si -0.0002 0.0132 0.0056
Si 0.0101 0.0308 0.0644
Si 0.014 -0.0164 0.0024
Si -0.0005 -0.0051 0.0405
Si -0.0004 -0.0051 -0.0113
Si 0.016 -0.0149 0.0125
Si 0.0093 0.0126 -0.0168
Si 0.0111 0.0676 0.0004
Si 0.0136 -0.0047 0.0309
Si -0.0157 -0.0352 -0.0582
Si 0.0102 -0.0457 0.0108
Si 0.0153 0.0036 0.0091
Si -0.0001 0.0095 0.0065
Si 0.0234 -0.017 0.0152
Si 0.0159 0.0428 0.017
Si -0.0832 0.0572 -0.1286
Si -0.0075 -0.0188 -0.096
Si 0.0272 -0.0146 -0.1169
Si -0.007 0.0091 -0.1422
Si -0.0127 -0.0585 -0.1008
Si -0.0157 0.0097 -0.1171
Si 0.0036 0 -0.069
Si 0.103 -0.048 -0.0788
Si 0.0197 0.0246 0.1311
Si -0.0044 -0.003 -0.2072
Si -0.0119 0.003 -0.0601
Si -0.0203 -0.0209 -0.1232
Si -0.0138 0.0175 -0.256
Si 0.0067 0.0207 -0.1517
Si 0.0357 -0.0014 -0.0911
Si 0.0456 0.0035 0.1811
Si -0.0013 0.0028 0.1661
Si -0.0026 0.0016 -0.1996
Si 0.0076 -0.0215 0.1912
Si 0.0011 -0.0125 -0.1827
Si 0.0235 -0.039 0.2255
Si -0.0396 0.054 0.1613
Si -0.0025 -0.0174 0.1677
Si 0.0162 -0.0135 0.1031
Si -0.0199 0.0592 -0.175
Si 0.0396 0.009 0.2215
Si 0.0002 0.0162 -0.1909
Si 0.0083 0.0295 0.2131
Si -0.0231 -0.0033 -0.1798
Si 0.0016 -0.0043 -0.1559
Si 0.0033 -0.0199 0.2067
Si 0.0294 -0.0153 -0.2016
Si 0.0117 -0.0088 0.1634
Si -0.0169 -0.0089 0.0287
Si -0.0126 0.004 -0.1034
Si -0.0068 -0.0126 0.1061
Si -0.0412 -0.0346 0.1564
Si -0.0296 0.0003 0.1822
Si 0.0152 0.0093 -0.1804
Si 0.0064 0.0274 0.2612
Si -0.025 0.0029 -0.159
Si 0.007 -0.0266 -0.0381
Si 0.0001 0.0248 0.0152
Si 0.0674 0.0397 0.1397
Si 0.0199 0.0066 -0.1619
Si -0.0188 -0.0086 -0.2247
Si 0.0306 0.0033 0.1751
Si -0.003 -0.0207 0.1359
Si 0.0073 -0.0135 0.1353
Si -0.0216 -0.0054 -0.1927
Si -0.0111 0.0038 -0.1799
Si 0.005 -0.0161 -0.1553
Si -0.0019 -0.0209 0.0486
Si 0.0233 -0.0086 0.0474
Si -0.0062 -0.0364 -0.1594
Si -0.0075 -0.0097 -0.1624
O -0.0287 0.0285 -0.0884
O 0.0447 -0.0387 0.139
O -0.0506 0.0499 -0.1039
O 0.043 0.0261 0.0829
O -0.0295 0.0183 0.072
O 0.0391 -0.0052 -0.0924
O -0.0297 0.0288 -0.1173
O -0.0197 -0.0087 -0.0447
O 0.0066 0.0096 -0.0128
O -0.0368 0.0342 -0.1492
O 0.01 0.0187 0.0558
O -0.0146 0.0179 -0.0781
O 0.0433 -0.0163 -0.0879
O 0.0117 -0.0082 -0.077
O 0.0088 0.0152 -0.1501
O -0.044 0.0443 0.1028
O -0.0426 0.0141 0.112
O -0.0049 0.0015 0.0621
O -0.006 0.0019 -0.0728
O 0.0089 0.0139 0.0733
O 0.003 0.01 -0.0259
O 0.0274 -0.0125 0.0477
O -0.0102 -0.0024 -0.0074
O -0.0498 0.0492 0.1145
O -0.0094 -0.0016 0.0223
O 0.0223 -0.0414 0.0748
O 0.0084 0.0035 0.0733
O 0.0404 0.0028 0.0982
O 0.0176 -0.0555 0.1038
O -0.014 -0.009 -0.0295
O -0.0536 0.0101 0.0785
O -0.0113 0.0254 -0.0901
O 0.0149 0.0243 0.0643
O -0.0673 0.0248 0.0569
O 0.0055 0.0044 0.027
O 0.0291 -0.0328 0.0749
O -0.0027 -0.01 0.1619
O -0.0013 0.0009 0.0242
O -0.0406 -0.0546 0.0084
O -0.0041 0.0015 -0.0405
O -0.0031 -0.0066 -0.0088
O -0.0039 0.0038 0.0113
O -0.0522 -0.0142 -0.134
O -0.0024 0.0062 0.0358
O 0.0278 -0.006 0.07
O -0.0371 0.0107 -0.1169
O -0.0282 -0.0256 0.0968
O 0.0313 0.0427 0.1343
O 0.069 -0.0096 0.1927
O 0.0404 -0.0348 -0.0568
O 0.0039 -0.0129 -0.0594
O -0.0033 0.0235 0.0496
O -0.007 -0.0061 -0.0884
O 0.0159 0.0175 -0.1049
O 0.0059 0.0028 0.0469
O -0.0019 -0.0063 -0.0454
O -0.0202 0.0422 0.093
O 0.0492 -0.0587 -0.0395
O 0.0163 0.0418 0.0788
O 0.0082 0.0291 0.1082
O 0.0097 -0.0025 0.0243
O -0.0111 -0.0005 0.0107
O 0.0137 -0.0143 0.0433
O -0.0077 -0.0319 0.1534
O -0.025 0.0214 -0.0678
O -0.0376 0.0049 0.0816
O 0.0127 -0.0255 0.0604
O 0.0391 -0.0326 0.0528
O -0.039 0.0176 0.1368
O 0.0082 0.0271 -0.0167
O -0.0207 -0.0206 0.1093
O 0.0356 -0.0316 -0.1239
O 0.0314 0.0179 0.1949
O -0.0322 -0.0069 -0.0673
O 0.0109 0.001 0.0563
O -0.0097 0.0393 0.068
O 0.0215 0.004 -0.0657
O -0.0116 -0.0044 0.0656
O -0.0078 -0.0376 -0.2024
O -0.0383 0.0238 -0.0963
O -0.0147 -0.0445 -0.1301
O 0.007 -0.0439 -0.0786
O -0.0134 0.0275 0.0714
O -0.0167 -0.037 0.1497
O 0.0262 -0.0137 0.1434
O -0.0139 -0.002 -0.0438
O 0.0022 0.0113 -0.0617
O 0.0058 0.0252 0.0342
O 0.0261 -0.0228 -0.1102
O 0.0032 -0.0246 0.0499
O 0.0049 -0.0009 -0.0517
O 0.0096 0.0034 -0.0542
O 0.0226 -0.026 -0.0905
O 0.0082 0.0006 0.0415
O -0.0252 -0.0258 -0.0575
O 0.0367 -0.0234 0.1242
O 0.0046 0.0168 -0.0903
O 0.0109 -0.0131 -0.0599
O 0.0047 -0.001 0.0077
O -0.046 -0.0472 -0.1222
O 0.0093 -0.013 -0.0566
O 0.0256 -0.0195 0.0728
O 0.0073 0.0172 -0.0524
O -0.0427 0.0235 0.1288
O -0.0074 -0.0459 -0.1936
O -0.0039 0.0117 0.003
O 0.0442 -0.016 -0.0846
O 0.0004 0.0295 -0.109
O -0.036 0.0317 -0.0744
O -0.0182 0.0295 -0.1247
O 0.0457 0.034 -0.0613
O -0.001 0.0173 -0.0741

The program warned: the forces do not sum to zero within the program's tolerance.
